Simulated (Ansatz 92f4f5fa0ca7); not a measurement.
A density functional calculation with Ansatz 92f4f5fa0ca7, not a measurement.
Periodic cell of 251 atoms, Si165O86, from a study of silicon, its oxide and their interface. The atomic structure is a simulated model.
Doubt: the cutoff is far below the 930 eV that the study's wrapper takes by default for these files, so forces and energies are approximate.

Settings
functional: PBE
potential files: Ansatz PAW
basis: plane waves
wave-function cutoff: 580 eV
density cutoff ratio: 5
exchange-correlation grid ratio: 1
k mesh: 1 x 1 x 1, Gamma-centred
self-consistency stop: 5e-08 eV per atom in the density residual
occupations: fixed
spin: none
net charge: 0

Cell vectors (angstrom)
a, 10.938, 0, 0
b, 0, 10.938, 0
c, 0, 0, 37.3058

Atoms: element, x, y, z (angstrom)
Si, 0, 0, 0.683
Si, 5.469, 0, 0.683
Si, 2.7345, 2.7345, 0.683
Si, 8.2035, 2.7345, 0.683
Si, 0, 5.469, 0.683
Si, 5.469, 5.469, 0.683
Si, 2.7345, 8.2035, 0.683
Si, 8.2035, 8.2035, 0.683
Si, 1.3673, 1.3673, 2.0503
Si, 6.8362, 1.3673, 2.0503
Si, 4.1018, 4.1018, 2.0503
Si, 9.5708, 4.1018, 2.0503
Si, 1.3673, 6.8362, 2.0503
Si, 6.8362, 6.8362, 2.0503
Si, 4.1018, 9.5708, 2.0503
Si, 9.5708, 9.5708, 2.0503
Si, 2.7345, 0, 35.2543
Si, 8.2035, 0, 35.2543
Si, 0, 2.7345, 35.2543
Si, 5.469, 2.7345, 35.2543
Si, 2.7345, 5.469, 35.2543
Si, 8.2035, 5.469, 35.2543
Si, 0, 8.2035, 35.2543
Si, 5.469, 8.2035, 35.2543
Si, 4.1018, 1.3673, 36.6216
Si, 9.5708, 1.3673, 36.6216
Si, 1.3673, 4.1018, 36.6216
Si, 6.8362, 4.1018, 36.6216
Si, 4.1018, 6.8362, 36.6216
Si, 9.5708, 6.8362, 36.6216
Si, 1.3673, 9.5708, 36.6216
Si, 6.8362, 9.5708, 36.6216
Si, -0.1505, -0.8414, 26.7891
Si, 5.8343, -0.3715, 27.1169
Si, 2.3679, 3.678, 26.8788
Si, 7.6608, 3.2502, 27.4076
Si, 0.3529, 5.0876, 27.0328
Si, 6.0847, 5.0335, 27.3613
Si, 1.9864, 8.8944, 27.1283
Si, 7.4921, 8.7676, 27.2221
Si, 1.1365, 1.3662, 28.2399
Si, 6.7447, 1.3646, 28.4509
Si, 4.0828, 4.3121, 28.3932
Si, 9.5628, 4.1918, 28.4241
Si, 1.2608, 6.9169, 28.3004
Si, 6.7395, 6.9469, 28.515
Si, 3.9471, 9.6472, 28.3303
Si, 9.3246, 9.4675, 28.5254
Si, 2.5925, 0.0407, 29.6894
Si, 8.1864, 0.0981, 29.8392
Si, -0.0628, 2.7807, 29.7571
Si, 5.2968, 2.7288, 29.7389
Si, 2.7211, 5.6661, 29.7617
Si, 8.202, 5.5883, 29.8159
Si, -0.1492, 8.1227, 29.7933
Si, 5.2736, 8.2464, 29.8088
Si, 3.9668, 1.3751, 31.1445
Si, 9.5613, 1.4327, 31.1933
Si, 1.3626, 4.1649, 31.0792
Si, 6.7716, 4.1138, 31.0685
Si, 4.0353, 6.8958, 31.2469
Si, 9.5222, 6.8428, 31.2809
Si, 1.2779, 9.5638, 31.0892
Si, 6.7573, 9.6104, 31.1206
Si, -0.02, 0.009, 32.5097
Si, 5.401, 0.0301, 32.5038
Si, 2.6702, 2.7816, 32.5069
Si, 8.1458, 2.7791, 32.5152
Si, -0.0011, 5.4547, 32.5381
Si, 5.4463, 5.4719, 32.5112
Si, 2.6517, 8.2638, 32.5438
Si, 8.1292, 8.2541, 32.5391
Si, 1.3544, 1.37, 33.8811
Si, 6.8129, 1.3668, 33.8771
Si, 4.0881, 4.0981, 33.8819
Si, 9.5566, 4.0956, 33.892
Si, 1.353, 6.834, 33.9002
Si, 6.8164, 6.8311, 33.8914
Si, 4.0822, 9.5773, 33.8923
Si, 9.5572, 9.578, 33.8882
Si, 2.751, 0.0022, 3.4176
Si, 8.2123, -0.0018, 3.4247
Si, 0.0156, 2.7323, 3.4123
Si, 5.4875, 2.7331, 3.4187
Si, 2.7515, 5.4724, 3.4238
Si, 8.2331, 5.4768, 3.4052
Si, 0.0097, 8.1923, 3.4222
Si, 5.4825, 8.2066, 3.4039
Si, 4.1623, 1.326, 4.7922
Si, 9.6239, 1.3388, 4.7824
Si, 1.3972, 4.0808, 4.7827
Si, 6.8986, 4.0905, 4.7569
Si, 4.1746, 6.8085, 4.7773
Si, 9.6346, 6.775, 4.802
Si, 1.396, 9.5549, 4.775
Si, 6.8558, 9.5431, 4.7853
Si, 0.0319, -0.0463, 6.1747
Si, 5.5354, -0.0321, 6.2047
Si, 2.7938, 2.7175, 6.1146
Si, 8.2917, 2.7495, 6.1209
Si, 0.0558, 5.3958, 6.2146
Si, 5.5875, 5.4617, 6.1462
Si, 2.7989, 8.1828, 6.1058
Si, 8.2405, 8.15, 6.1132
Si, 1.438, 1.3499, 7.4951
Si, 7.024, 1.3448, 7.5103
Si, 4.2318, 4.0619, 7.4529
Si, 9.6116, 4.0133, 7.6393
Si, 1.5066, 6.7911, 7.4979
Si, 6.9862, 6.7923, 7.5728
Si, 4.1238, 9.5085, 7.5538
Si, 9.5664, 9.4646, 7.5233
Si, 2.7148, -0.0393, 8.8987
Si, 8.346, -0.011, 8.9648
Si, -0.0299, 2.4751, 8.9526
Si, 5.6157, 2.6932, 8.791
Si, 3.02, 5.5168, 8.8195
Si, 8.315, 5.4197, 9.0884
Si, 0.0869, 8.087, 8.809
Si, 5.6121, 8.1933, 8.9025
Si, 4.3335, 1.214, 10.0865
Si, 10.2546, 0.6316, 10.2914
Si, 0.9297, 3.8722, 10.5487
Si, 6.7064, 4.1355, 10.3246
Si, 4.6182, 6.5255, 10.2237
Si, 10.059, 6.5052, 10.3529
Si, 0.9414, 9.8403, 10.0972
Si, 6.5847, 9.9225, 10.1751
O, 2.2987, 4.487, 9.906
O, 5.7014, 5.3796, 10.7438
O, -0.1371, 5.089, 10.8404
O, 5.258, -0.0795, 10.6148
O, 10.1545, 7.4192, 11.7738
O, 1.363, 9.0961, 11.5498
O, 7.3055, 9.3761, 11.5764
O, 3.853, 2.1902, 11.341
O, 10.1141, 1.1379, 11.895
O, 1.4329, 3.1365, 11.9516
O, 3.9837, 7.1046, 11.6459
O, 7.0776, 3.3635, 11.7628
O, 0.0649, 11.7227, 27.0536
O, 7.7935, 3.0722, 25.7191
O, 6.1549, 5.2388, 25.6716
O, 10.0428, 9.8649, 25.2852
O, 7.9723, 8.2706, 25.7036
O, 2.4939, 8.8349, 25.5478
O, 2.876, 3.8475, 25.3215
O, 13.1449, 2.049, 27.1491
Si, -1.0803, 2.3457, 18.4149
Si, 12.9701, 6.1494, 20.0957
Si, 7.0797, 2.3482, 13.0368
Si, 3.517, 2.885, 24.1835
Si, 10.5956, 5.1086, 22.0536
Si, 7.8671, 4.6046, 17.9267
Si, 1.7078, 0.9091, 22.5163
Si, 9.8699, 12.9355, 21.4836
Si, 14.2281, 8.1326, 21.6459
Si, 5.3703, 0.394, 24.9098
Si, 3.0087, 3.0969, 12.4184
Si, 4.6013, 1.9493, 14.7193
Si, 7.3599, 10.2444, 12.9519
Si, 2.9702, 9.4539, 24.1438
Si, 0.3061, 0.6226, 16.0809
Si, 10.3596, 5.7114, 24.9315
Si, 5.7745, 3.6964, 22.4095
Si, -1.6736, -2.4353, 24.7283
Si, 7.0123, 11.8738, 22.4096
Si, 7.4122, 4.4655, 24.9102
Si, 6.519, 5.8409, 20.3222
Si, 6.9735, 9.1242, 17.7471
Si, 8.5101, 7.5484, 21.8381
Si, 0.5215, 8.4928, 15.4862
Si, 5.5694, 10.0377, 20.4374
Si, 9.614, 1.0386, 13.4467
Si, 12.2228, 4.3865, 17.961
Si, 5.6553, 6.3677, 17.6028
Si, 10.1451, 6.4268, 17.1835
Si, 1.5333, -1.934, 19.5703
Si, 13.7679, 2.1439, 16.9955
Si, 0.6313, 7.9323, 12.4511
Si, 3.5424, 7.4741, 15.6582
Si, -1.3647, 8.6699, 19.1424
Si, 3.1952, 6.2453, 12.7923
Si, 5.5357, -1.0086, 15.2543
Si, 3.1328, 11.4905, 19.6224
O, 8.9792, 8.5479, 20.6436
O, 5.9258, 2.7355, 14.1485
O, 8.8454, -0.418, 13.5839
O, 10.4239, 7.352, 24.868
O, 4.8324, 0.34, 14.7014
O, 5.4486, 6.4329, 19.2298
O, 0.1337, 1.1906, 22.2315
O, 8.5298, 12.409, 22.2382
O, 1.9218, -0.4338, 23.4339
O, 9.8867, 7.1681, 18.6101
O, 12.851, 8.9119, 21.1624
O, 3.2758, 2.3599, 13.8549
O, 2.5412, -0.8204, 18.9207
O, 8.6285, 8.4466, 23.2075
O, 8.9254, 5.3886, 16.964
O, 2.3272, 2.1513, 23.3584
O, 4.7171, 11.3148, 19.9038
O, 12.8113, 1.0425, 16.2727
O, 1.6123, 6.635, 12.6568
O, -0.8596, 14.5558, 21.6279
O, 8.7488, 5.3942, 24.9026
O, 1.9855, -3.0553, 15.9155
O, 9.7407, 1.6275, 19.8862
O, 4.3673, 8.8651, 15.5598
O, 11.0364, 3.4631, 18.5883
O, 14.4177, 4.6566, 12.567
O, 6.2, 9.3105, 19.15
O, 6.6796, 7.6013, 17.205
O, 10.9633, 9.5192, 19.2561
O, 7.7879, 5.2223, 19.4604
O, 6.7257, 10.5873, 21.4437
O, 4.4129, 10.1947, 24.2428
O, 2.1343, 3.5975, 16.8425
O, 4.2936, 2.2737, 16.2915
O, 11.5525, 5.6363, 17.2014
O, 4.5326, 12.7537, 24.9076
O, 12.6798, -3.4907, 19.0988
O, 13.2653, 4.883, 19.1227
O, 8.5542, 9.3886, 18.0835
O, 3.2119, 8.1106, 23.2536
O, 6.7824, 0.8027, 12.5704
O, -0.6397, 1.2804, 17.2533
O, 7.0054, 4.1376, 23.3781
O, 0.3779, 8.643, 13.8845
O, 11.1024, 5.048, 23.618
O, 0.7998, 5.6778, 21.0534
O, 6.4301, -0.7661, 16.6127
O, 6.3806, 4.9162, 17.2636
O, 13.3347, 0.8535, 21.0346
O, 4.3383, 3.8387, 23.1523
O, 2.9608, 1.7852, 18.582
O, 0.2733, -0.9987, 16.1873
O, 5.9845, 2.1348, 21.9791
O, 8.4129, 3.0559, 18.0286
O, 10.7654, 1.1132, 14.5932
O, 4.2132, 6.5737, 16.8606
O, 6.5046, 9.4061, 14.0562
O, 5.7673, 4.6369, 21.099
O, 14.2079, 6.6038, 21.0678
O, 4.6029, -1.9783, 21.175
O, 8.571, 2.2958, 13.7202
O, 3.714, 6.632, 14.2829
O, 7.0208, 6.9826, 21.3974
O, -0.6774, 7.5072, 15.9833
O, 6.723, 11.4581, 23.9732
O, 9.4, 6.2018, 21.9894

Results
free energy: -153800.932 eV
free energy less fixed offsets of O -568.88, Si -635.61 eV per atom: -1.602 eV

Forces (eV/angstrom), in the order of the atoms: element, x, y, z
Si, 0.0125, -0.0571, 0.0161
Si, -0.0061, -0.0115, -0.0022
Si, 0.0287, -0.0395, -0.0161
Si, 0.0233, -0.0387, 0.0006
Si, 0.0292, -0.0564, -0.0067
Si, 0.0218, -0.0275, 0.0101
Si, 0.0121, -0.0335, -0.0112
Si, -0.0023, -0.0405, -0.016
Si, 0.1449, 0.0141, -0.0386
Si, 0.0924, -0.0475, -0.0056
Si, 0.0262, -0.0635, 0.0369
Si, 0.0982, -0.068, -0.0896
Si, 0.117, -0.0114, 0.0004
Si, 0.1415, 0.0297, -0.0643
Si, 0.0032, -0.0322, -0.0694
Si, 0.0105, -0.0865, 0.0762
Si, -0.033, 0.1648, 0.046
Si, -0.0798, 0.1195, -0.0287
Si, -0.1319, -0.1004, 0.0298
Si, -0.095, 0.0017, -0.0152
Si, 0.0451, 0.0557, 0.0299
Si, -0.0006, 0.0801, 0.021
Si, -0.164, -0.0205, 0.0331
Si, -0.1625, -0.0125, 0.0062
Si, -0.0201, 0.0366, 0.0181
Si, -0.0277, 0.0645, 0.0299
Si, 0.0023, 0.0348, -0.0181
Si, -0.0136, 0.0128, -0.0058
Si, -0.0178, 0.0345, 0.0304
Si, -0.0206, 0.0667, 0.0261
Si, -0.0177, 0.03, -0.0151
Si, 0.0019, 0.024, -0.0125
Si, -0.4251, 0.1428, 0.0802
Si, -0.103, 0.0629, -0.1121
Si, 0.1738, 0.045, -0.1962
Si, 0.3785, -0.4596, -0.4816
Si, 0.1499, 0.0125, -0.0255
Si, -0.5896, 0.4406, -0.3583
Si, 0.1651, -0.2006, -0.4641
Si, 0.0213, -0.4611, -0.0663
Si, 0.0481, -0.0209, -0.4372
Si, 0.0211, -0.0575, 0.2619
Si, 0.0026, -0.068, 0.0536
Si, -0.0352, 0.0454, 0.191
Si, 0.0904, -0.137, -0.0038
Si, 0.0389, -0.0162, -0.1408
Si, 0.1929, -0.0663, 0.1841
Si, 0.0497, 0.042, -0.1588
Si, -0.1299, 0.1683, 0.1154
Si, -0.0985, 0.0989, 0.039
Si, 0.0831, 0.0187, -0.095
Si, -0.1318, -0.0405, 0.1734
Si, -0.0479, -0.1184, -0.028
Si, 0.1212, 0.005, 0.072
Si, -0.0296, 0.0588, 0.1295
Si, 0.0238, 0.1653, -0.0713
Si, -0.0633, 0.115, 0.0084
Si, 0.0219, -0.1059, 0.0729
Si, 0.0334, 0.056, -0.056
Si, 0.0046, -0.0115, -0.0057
Si, -0.0554, 0.0421, 0.0665
Si, 0.0052, -0.0622, 0.0019
Si, -0.0149, -0.0764, -0.1222
Si, -0.0074, 0.0527, -0.0064
Si, -0.0575, 0.0595, -0.0052
Si, -0.0325, -0.0224, -0.0229
Si, 0.0899, -0.0374, -0.0013
Si, 0.0189, 0.0179, -0.0821
Si, -0.0347, 0.0317, -0.0009
Si, -0.0141, 0.0027, -0.0613
Si, 0.0257, -0.0702, -0.0192
Si, 0.0332, -0.0153, -0.0283
Si, 0.0159, 0.0012, -0.013
Si, -0.0034, 0.0119, -0.0451
Si, -0.0004, -0.0218, -0.03
Si, -0.0023, -0.0003, -0.0187
Si, 0.0121, -0.0071, -0.0192
Si, 0.0379, -0.0109, -0.0322
Si, 0.0069, 0.0218, -0.0192
Si, -0.009, -0.0005, -0.041
Si, 0.0187, -0.0139, 0.0297
Si, -0.0146, 0.0447, 0.0229
Si, -0.0085, -0.031, 0.0181
Si, -0.0406, -0.006, 0.0062
Si, 0.0072, 0.0078, 0.0076
Si, -0.023, -0.0125, 0.019
Si, 0.0201, -0.0089, 0.011
Si, -0.0131, -0.0168, 0.0147
Si, 0.0115, 0.0782, 0.0402
Si, 0.0245, 0.0029, 0.0437
Si, 0.0583, -0.0206, -0.0198
Si, 0.0063, 0.0127, 0.0322
Si, -0.0056, 0.0407, 0.0214
Si, -0.0128, 0.0722, 0.0519
Si, -0.0128, -0.0462, 0.049
Si, -0.0211, -0.0354, 0.0151
Si, -0.0488, 0.0022, 0.093
Si, 0.0233, -0.0243, 0.1282
Si, 0.0527, -0.0171, 0.0994
Si, -0.0812, -0.0452, 0.0564
Si, -0.0007, -0.0551, 0.1974
Si, 0.0207, 0.0642, 0.038
Si, 0.0908, -0.0026, 0.0271
Si, 0.0189, -0.0052, 0.008
Si, -0.0001, -0.0283, -0.0718
Si, 0.0433, 0.0368, -0.1595
Si, -0.0307, -0.0714, -0.2997
Si, 0.0617, 0.0371, -0.0091
Si, 0.1137, 0.0411, -0.1489
Si, -0.0727, -0.0836, 0.1108
Si, 0.0563, -0.0147, 0.0711
Si, 0.0942, 0.0176, -0.0983
Si, -0.0121, 0.0044, 0.0597
Si, -0.1487, -0.0353, 0.0961
Si, 0.0922, -0.0099, -0.0794
Si, -0.1109, -0.0776, 0.1208
Si, 0.0634, -0.2115, 0.0587
Si, -0.0965, 0.0076, 0.0904
Si, -0.232, -0.0238, -0.0872
Si, -0.0608, 0.0549, 0.0049
Si, -0.04, -0.0695, 0.257
Si, -0.673, 0.6083, 0.3205
Si, -0.0597, 0.0156, 0.0547
Si, 0.0297, 0.0585, 0.3484
Si, 0.0988, 0.3579, 0.1942
Si, 0.0958, 0.0559, 0.2658
Si, 0.6798, -0.4484, 0.1814
Si, -0.1597, -0.2202, 0.0486
O, -0.1835, 0.0686, -0.0246
O, -0.1626, 0.0457, -0.2594
O, 0.1302, 0.0456, -0.2035
O, 0.3645, 0.0859, -0.4669
O, -0.1047, -0.1473, -0.3052
O, -0.1731, 0.2258, -0.2783
O, -0.0369, -0.0278, -0.2126
O, 0.0603, -0.0393, -0.0274
O, 0.2089, -0.1345, -0.4822
O, -0.1382, 0.0206, -0.0951
O, 0.1037, -0.072, -0.2243
O, 0.0022, 0.183, -0.4162
O, 0.2347, -0.1464, 0.566
O, -0.2151, 0.2705, 0.3136
O, 0.2993, -0.2999, 0.1217
O, 0.3001, -0.0495, 0.1565
O, -0.0029, 0.1024, 0.098
O, -0.2113, -0.0199, 0.185
O, -0.131, 0.0781, 0.1444
O, -0.1786, 0.3028, 0.5271
Si, 0.0464, -0.0086, 0.0631
Si, 0.0001, 0.0184, 0.0857
Si, -0.1316, -0.1362, 0.2438
Si, 0.0288, -0.0671, -0.172
Si, -0.0454, -0.0497, -0.1823
Si, 0.033, 0.0077, 0.1255
Si, -0.0508, 0.036, -0.2107
Si, 0.03, -0.0144, 0.0265
Si, 0.0573, 0.0615, -0.0117
Si, 0.0913, 0.0534, 0.0011
Si, 0.0878, -0.0729, 0.0652
Si, 0.1233, -0.2277, 0.2076
Si, -0.0828, 0.0227, 0.3655
Si, 0.062, 0.0072, -0.2182
Si, 0.1421, 0.0383, 0.1063
Si, 0.0378, -0.1634, 0.1515
Si, -0.0723, -0.1392, -0.1445
Si, -0.1464, 0.0844, -0.0297
Si, -0.0433, 0.1237, -0.1033
Si, -0.0564, -0.0345, -0.1872
Si, 0.0334, -0.0305, 0.0075
Si, -0.1159, 0.0902, -0.025
Si, -0.0133, -0.0988, -0.2198
Si, 0.165, 0.0255, 0.1523
Si, -0.0213, 0.022, -0.0219
Si, -0.0896, -0.0478, 0.2216
Si, 0.0216, -0.1025, -0.0029
Si, -0.1244, 0.1587, 0.0397
Si, -0.0258, 0.0916, 0.0524
Si, 0.084, 0.1017, 0.0176
Si, 0.0833, -0.1181, 0.0411
Si, 0.0488, 0.0387, 0.178
Si, 0.1109, 0.1837, 0.0356
Si, -0.0417, -0.0022, -0.0067
Si, -0.0251, -0.0214, 0.271
Si, -0.1055, 0.0103, 0.0361
Si, -0.0134, -0.0248, -0.0723
O, 0.0276, -0.0031, 0.074
O, 0.1124, 0.0424, -0.1767
O, 0.0454, 0.031, -0.0748
O, 0.0467, 0.0545, -0.0222
O, 0.001, 0.1121, -0.0599
O, 0.0523, -0.0183, -0.0074
O, 0.0454, -0.0365, 0.0325
O, -0.0106, -0.0088, 0.051
O, -0.0361, -0.0735, 0.1287
O, 0.0068, -0.0586, 0.0123
O, -0.0092, -0.0495, -0.0041
O, -0.1423, 0.0932, -0.2016
O, -0.0564, -0.0603, -0.0171
O, 0.1035, 0.0716, 0.1833
O, -0.0149, -0.0335, -0.0515
O, 0.0417, 0.0498, 0.0579
O, 0.0177, 0.0219, 0.0009
O, -0.0793, -0.0029, -0.0635
O, -0.0702, 0.0151, -0.064
O, 0.0185, 0.0641, 0.0491
O, -0.0862, -0.0735, -0.0082
O, -0.097, -0.0213, -0.0307
O, -0.0186, 0.0148, -0.0962
O, -0.0196, -0.0219, -0.0037
O, -0.0344, 0.0473, 0.0261
O, 0.0009, -0.1202, -0.0019
O, 0.0063, -0.0552, 0.0041
O, 0.0829, -0.0614, -0.0344
O, -0.0153, -0.0658, 0.0187
O, 0.0366, -0.0228, -0.0464
O, -0.0223, -0.0288, 0.0369
O, 0.0323, -0.0142, 0.0106
O, -0.0286, 0.0506, -0.0334
O, -0.0247, 0.041, -0.0546
O, 0.0043, 0.0185, -0.0501
O, 0.1712, -0.0518, 0.0595
O, -0.0482, -0.0249, -0.0176
O, -0.0488, 0.0636, 0.0087
O, -0.0296, -0.0079, -0.0179
O, -0.0401, -0.0093, 0.0612
O, -0.0305, 0.0649, 0.0034
O, -0.0775, -0.0059, -0.0451
O, 0.1281, 0.1296, 0.1713
O, -0.0389, -0.0265, -0.1855
O, -0.0144, 0.0737, 0.1445
O, 0.016, 0.01, 0.0301
O, 0.08, -0.0086, 0.014
O, 0.066, -0.0269, -0.032
O, 0.0073, 0.0266, 0.1541
O, -0.0142, 0.0295, 0.0592
O, -0.0133, 0.0271, 0.0013
O, -0.0449, -0.0548, -0.0841
O, -0.0069, 0.0708, 0.011
O, -0.0418, 0.0219, -0.0508
O, -0.0578, 0.0089, -0.1828
O, 0.0324, -0.0715, -0.0154
O, 0.0992, 0.074, -0.1655
O, -0.0051, -0.0633, 0.0829
O, -0.0386, -0.0177, -0.0077
O, -0.0017, -0.0322, 0.0576
O, 0.0965, -0.0163, -0.0546
O, -0.0183, -0.069, -0.189
O, 0.0586, 0.0361, 0.0578
O, -0.025, -0.0149, -0.0706
O, -0.0917, 0.0033, 0.0906
O, -0.0408, 0.0253, 0.0117

The program warned: the cutoff lies below the one the program advises for these potential files; the forces do not sum to zero within the program's tolerance; the exchange-correlation potential is rough where the density is thin.
